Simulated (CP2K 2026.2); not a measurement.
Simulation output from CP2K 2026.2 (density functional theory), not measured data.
Periodic cell of 534 atoms, Si358O176, from a study of silicon, its oxide and their interface. The atomic structure is a simulated model.
Doubt: the forces sum to 2.86 eV/angstrom along one axis rather than to zero, so they err by at least 0.0054 eV/angstrom per atom on average; the grid cutoff is modest.

Settings: functional PBE; method Gaussian and plane waves; basis set DZVP-MOLOPT-SR-GTH; pseudopotentials GTH-PBE; grid cutoff 350 Ry, relative cutoff 50 Ry; k points Gamma only; occupations fixed; spin none; net charge 0.

Cell vectors (angstrom)
a 16.4025 0 0
b 0 16.4025 0
c 0 0 35.5988

Atoms and the computed forces on them: element, x, y, z (angstrom), force x, y, z (eV/angstrom)
Si 16.128 0.554 35.389 0.122 -0.066 -0.067
Si 2.73 3.163 35.325 0.136 -0.133 0.355
Si 15.622 5.934 35.493 -0.009 0.137 0.027
Si 2.31 8.316 0.169 0.017 -0.372 -0.003
Si 0.201 10.553 0.157 0.408 -0.219 0.04
Si 3.027 13.369 0.275 0.095 -0.179 -0.202
Si 5.914 15.854 35.39 0.002 0.221 0.098
Si 8.696 2.072 0.24 -0.334 0.168 0.135
Si 5.594 5.352 35.558 0.05 0.172 0.123
Si 8.381 8 0.002 -0.179 0.102 -0.012
Si 5.123 11.128 0.216 -0.137 -0.103 -0.135
Si 8.25 13.659 35.264 -0.004 -0.111 0.411
Si 10.259 0.326 0.08 0.443 -0.255 0.116
Si 13.661 2.578 35.509 -0.229 0.128 0.283
Si 10.931 6.137 35.223 -0.047 -0.056 -0.164
Si 13.605 8.245 0.606 0.081 0.359 -0.578
Si 11.318 10.283 0.45 0.126 -0.255 -0.251
Si 13.113 13.022 35.158 -0.169 0.034 0.356
Si 1.322 1.663 1.13 0.106 0.056 -0.064
Si 4.216 4 1.335 -0.126 0.224 -0.146
Si 1.118 6.711 1.376 -0.138 0.232 -0.244
Si 3.955 9.502 1.46 -0.062 0.161 -0.255
Si 1.365 12.164 1.445 0.086 0.101 0.002
Si 4.257 15.003 1.35 0.156 -0.022 -0.127
Si 6.884 1.098 1.329 -0.151 -0.106 -0.105
Si 9.576 3.955 1.316 0.087 -0.028 -0.179
Si 6.786 6.856 1.325 0.02 0.005 -0.117
Si 9.508 9.375 1.557 0.069 -0.081 -0.135
Si 6.916 12.26 1.262 0.002 0.131 -0.334
Si 9.519 14.886 1.33 0.003 0.012 -0.223
Si 12.183 1.266 1.229 0.053 0.031 -0.149
Si 14.793 4.184 1.284 0.066 -0.242 -0.253
Si 12.148 6.795 1.56 -0.134 -0.183 -0.062
Si 15.115 9.581 1.685 0.026 -0.049 0.023
Si 12.324 12.078 1.536 0.05 0.084 -0.165
Si 14.999 15.138 1.002 -0.24 -0.045 -0.097
Si 16.335 2.857 2.621 -0.082 0.039 0.071
Si 2.738 0.101 2.498 -0.017 0.108 -0.112
Si 16.38 8.084 2.938 0.042 -0.08 0.009
Si 2.708 5.39 2.64 -0.005 0.034 -0.083
Si 16.336 13.715 2.53 -0.026 -0.07 -0.064
Si 2.687 10.86 2.89 -0.143 -0.078 0.094
Si 5.508 2.576 2.676 0.179 -0.08 -0.092
Si 8.189 16.216 2.797 0.015 -0.047 0.091
Si 5.423 8.183 2.731 0.124 -0.004 0.041
Si 8.181 5.404 2.652 0 -0.003 -0.084
Si 5.56 13.621 2.747 0.117 -0.001 0.073
Si 8.186 10.904 2.733 -0.001 0.054 0.06
Si 10.968 2.668 2.734 -0.011 0.087 -0.019
Si 13.637 16.341 2.584 -0.027 0.062 -0.04
Si 10.85 8.101 2.95 -0.201 -0.042 0.339
Si 13.514 5.388 2.811 -0.002 -0.07 0.262
Si 10.942 13.583 2.705 -0.076 -0.022 0.05
Si 13.745 10.946 2.965 0.083 0.027 0.066
Si 1.342 4.097 4.077 -0.013 -0.058 -0.07
Si 4.071 1.316 4.04 -0.007 0.051 0.03
Si 1.358 9.482 4.252 -0.003 0.06 -0.094
Si 4.061 6.776 4.058 0.012 -0.041 -0.024
Si 1.363 15.084 3.89 -0.072 0.011 0.07
Si 4.12 12.283 4.115 0.056 -0.051 -0.021
Si 6.846 4.005 4.045 0.033 -0.003 -0.039
Si 9.569 1.292 4.08 -0.071 -0.069 -0.072
Si 6.793 9.552 4.102 0.028 -0.022 0.013
Si 9.468 6.701 4.199 0.138 0.066 -0.064
Si 6.837 14.947 4.213 -0.032 -0.001 -0.095
Si 9.564 12.259 4.109 -0.017 0.039 0.006
Si 12.247 3.995 4.198 0.085 0 -0.072
Si 15.004 1.361 3.969 0.016 0.045 -0.095
Si 12.299 9.521 4.21 -0.055 0.028 -0.06
Si 14.931 6.74 4.193 0.031 0.073 -0.062
Si 12.302 15.001 4.048 0.117 -0.025 -0.082
Si 15.115 12.405 4.144 -0.112 -0.029 -0.028
Si 0.001 16.399 10.945 -0.012 -0.006 0.008
Si 2.74 2.715 10.945 -0.002 0.01 -0.016
Si 16.401 5.454 10.944 -0.001 -0.002 0.002
Si 2.738 8.208 10.944 0.018 -0.039 0.002
Si 16.4 10.955 10.927 0.016 -0.016 0.014
Si 2.734 13.682 10.913 -0.022 0.002 -0.012
Si 5.472 0 10.93 -0.011 0.005 -0.002
Si 8.218 2.723 10.946 0.002 -0.008 -0.007
Si 5.484 5.454 10.965 0.007 -0.02 0.001
Si 8.234 8.192 10.947 -0.029 -0.003 0.003
Si 5.484 10.943 10.939 -0.04 0.007 0.002
Si 8.221 13.67 10.943 -0.025 -0.032 -0.005
Si 10.955 16.387 10.97 -0.013 -0.013 0.005
Si 13.672 2.713 10.952 -0.013 0.032 -0.003
Si 10.948 5.455 10.934 -0.023 0.012 0.002
Si 13.668 8.195 10.926 0.002 0.003 0.001
Si 10.957 10.933 10.956 -0.006 -0.022 0.018
Si 13.684 13.666 10.955 0.003 -0.003 0.008
Si 1.361 1.365 12.309 0.043 -0.01 0.005
Si 4.106 4.082 12.313 -0.036 -0.001 -0.024
Si 1.353 6.85 12.304 0.02 0.04 -0.001
Si 4.109 9.59 12.303 0.044 0.022 -0.008
Si 1.358 12.342 12.283 0.048 -0.013 -0.025
Si 4.098 15.038 12.288 0.005 -0.03 -0.013
Si 6.848 1.36 12.306 -0.024 0.022 -0.024
Si 9.597 4.094 12.308 0.001 0.019 -0.011
Si 6.884 6.828 12.309 0.002 0.03 -0.011
Si 9.604 9.557 12.32 -0.028 -0.028 -0.003
Si 6.863 12.304 12.308 0.04 0.019 0.01
Si 9.591 15.018 12.338 -0.013 0.014 0
Si 12.324 1.354 12.343 0.016 0.036 0.01
Si 15.024 4.093 12.315 0.021 -0.002 0.006
Si 12.315 6.828 12.304 0.01 -0.007 0.005
Si 15.018 9.588 12.283 -0.013 -0.024 -0.013
Si 12.319 12.305 12.331 -0.015 -0.003 0.001
Si 15.038 15.044 12.32 0.008 0.002 0
Si 16.374 2.711 13.677 -0.015 0.087 -0.021
Si 2.738 0.002 13.66 -0.026 0.056 -0.033
Si 16.372 8.235 13.657 -0.011 0.001 -0.018
Si 2.723 5.463 13.645 0.058 -0.052 -0.002
Si 0.012 13.703 13.681 0.015 -0.009 0.011
Si 2.722 10.983 13.637 -0.053 0.059 -0.001
Si 5.5 2.738 13.68 0.046 -0.022 0.051
Si 8.217 0.003 13.677 0.02 -0.019 0.017
Si 5.536 8.241 13.631 -0.018 -0.055 0.024
Si 8.276 5.485 13.687 -0.02 -0.026 0.045
Si 5.478 13.683 13.646 -0.028 0.017 -0.016
Si 8.263 10.953 13.674 -0.065 -0.021 -0.042
Si 10.967 2.749 13.691 -0.044 -0.003 -0.025
Si 13.689 16.389 13.724 0.009 -0.04 0.001
Si 10.985 8.203 13.693 -0.034 0.039 -0.001
Si 13.673 5.472 13.691 -0.022 0.021 -0.027
Si 10.974 13.67 13.727 0.002 -0.051 0.023
Si 13.687 10.946 13.699 0.054 -0.067 0.015
Si 1.314 4.113 15.007 0.009 -0.059 -0.006
Si 4.126 1.344 15.016 -0.054 -0.033 0.014
Si 1.289 9.679 14.983 0.085 -0.016 -0.046
Si 4.141 6.859 14.921 0.036 0.054 -0.055
Si 1.362 15.084 15.054 0.044 -0.037 0.073
Si 4.108 12.329 15.007 0.012 -0.016 0.021
Si 6.892 4.126 15.028 -0.006 0.018 -0.026
Si 9.593 1.38 15.029 -0.015 0.007 -0.001
Si 6.92 9.585 15.034 0.06 0.078 -0.032
Si 9.68 6.816 15.089 0.005 0.006 0.057
Si 6.833 15.039 15.029 -0.027 -0.056 0.041
Si 9.628 12.275 15.093 -0.076 0.035 0.074
Si 12.335 4.098 15.083 0.052 0.032 0.086
Si 15.059 1.339 15.105 0.029 0.064 0.106
Si 12.333 9.574 15.083 -0.007 -0.053 0.053
Si 15.019 6.872 15.047 0.006 0.027 -0.007
Si 12.334 15.036 15.119 0 0.052 0.032
Si 15.048 12.347 15.047 -0.076 -0.036 0.042
Si 0.037 0.004 16.529 0.032 -0.008 0.062
Si 2.703 2.717 16.297 0.017 0.071 0.015
Si 16.349 5.476 16.391 -0.017 0.024 0.189
Si 2.708 8.252 16.144 -0.027 0.094 0.107
Si 16.388 11.042 16.468 0.112 0.05 0.196
Si 2.764 13.732 16.374 -0.104 -0.074 0.008
Si 5.47 16.387 16.43 -0.008 0.069 0.027
Si 8.265 2.762 16.4 0.029 -0.001 0.019
Si 5.539 5.574 16.318 0.051 -0.019 0.053
Si 8.383 8.285 16.403 -0.162 -0.075 0.041
Si 5.469 10.924 16.335 -0.068 0.058 0.12
Si 8.183 13.643 16.379 0.123 0.032 0.208
Si 10.934 0.037 16.428 -0.037 -0.087 0.128
Si 13.66 2.69 16.462 -0.03 -0.046 -0.004
Si 11.068 5.478 16.531 -0.036 0.007 0.083
Si 13.699 8.232 16.481 -0.051 0.086 0.154
Si 11.029 10.945 16.515 0.096 0.008 0
Si 13.727 13.671 16.494 0.085 -0.036 -0.012
Si 1.513 1.371 17.852 0.067 0.063 0.062
Si 4.004 4.236 17.497 -0.08 0.013 -0.095
Si 1.337 7.019 17.547 -0.001 0.009 -0.162
Si 4.004 9.543 17.574 0.01 -0.005 -0.127
Si 1.414 12.46 17.81 -0.023 0.028 -0.008
Si 4.116 14.993 17.832 0.072 -0.005 0.021
Si 6.787 1.481 17.71 0.026 -0.064 -0.037
Si 9.656 4.073 17.829 0.019 -0.08 -0.005
Si 6.948 6.968 17.691 0.083 0.018 -0.109
Si 9.809 9.491 17.924 0.109 -0.117 -0.016
Si 6.823 12.24 17.763 0.007 -0.102 -0.093
Si 9.508 15.08 17.74 -0.243 -0.052 -0.132
Si 12.291 1.339 17.891 -0.03 0.062 0.034
Si 15.035 4.039 17.814 0.101 0.146 -0.016
Si 12.505 6.801 17.99 0.081 -0.138 0.015
Si 14.938 9.748 17.857 -0.239 -0.153 -0.233
Si 12.357 12.366 17.918 -0.014 -0.025 0.002
Si 15.086 14.993 17.926 -0.002 0.001 0.002
Si 0.071 2.738 19.145 0.001 -0.128 0.211
Si 2.99 0.057 19.293 0.092 0.087 0.278
Si 0.081 8.43 18.956 -0.053 0.181 0.012
Si 2.658 5.626 18.821 0.085 -0.013 0.071
Si 0.216 13.843 19.395 0.036 0.043 0.172
Si 2.818 10.999 18.99 -0.183 -0.136 0.073
Si 5.365 2.988 18.853 0.15 -0.004 0.255
Si 8.068 0.059 19.082 0.084 0.033 0.115
Si 5.373 8.228 18.923 -0.028 0.028 0.34
Si 8.358 5.611 19.03 0.019 -0.044 0.13
Si 5.45 13.586 19.203 0.095 0.141 0.011
Si 8.355 10.911 19.061 -0.025 -0.09 0.052
Si 10.961 2.702 19.365 -0.112 -0.055 0.201
Si 13.599 16.288 19.256 -0.143 0.019 0.137
Si 11.262 8.147 19.488 -0.168 -0.13 0.131
Si 13.806 5.27 19.428 0.169 0.162 0.24
Si 10.897 13.766 19.131 0.002 0.17 0.099
Si 13.699 11.123 19.462 0.161 0.068 -0.15
Si 1.108 4.582 20.205 0.348 -0.057 -0.04
Si 4.495 1.57 20.491 -0.047 0.411 -0.373
Si 1.145 9.978 20.302 0.607 0.135 0.093
Si 4.246 6.644 20.245 0.023 0.123 0.262
Si 1.359 15.625 20.836 0.118 0.044 -0.074
Si 4.602 11.701 20.313 -0.419 0.113 0.258
Si 6.572 4.572 20.09 0.026 0.12 0.085
Si 9.559 1.147 20.54 0.023 -0.006 -0.06
Si 6.091 9.875 20.435 0.031 -0.882 0.261
Si 10.03 6.378 20.599 -0.291 0.23 -0.11
Si 6.964 14.878 20.45 -0.143 -0.004 0.075
Si 9.258 12.604 20.311 0.358 -0.014 0.202
Si 12.277 4.118 20.858 -0.103 0.023 -0.17
Si 15.215 1.129 20.383 -0.005 0.091 0.062
Si 12.696 9.551 20.964 -0.168 -0.005 0.476
Si 15.72 6.02 20.791 -0.444 -0.35 0.257
Si 11.795 15.316 20.665 0.021 -0.201 -0.166
Si 15.442 12.272 20.705 0.141 -0.032 0.125
Si 15.799 14.713 25.448 -0.044 0.1 0.159
Si 3.002 3.448 22.385 0.11 0.192 0.126
Si 9.059 9.711 24.86 0.087 -0.083 0.074
Si 2.621 8.165 22.531 -0.076 -0.061 -0.07
Si 11.662 9.095 23.702 -0.098 0.002 0.397
Si 1.574 16.146 23.937 -0.084 0.039 0.334
Si 6.672 14.538 23.472 -0.064 -0.083 0.23
Si 7.187 2.321 22.023 -0.097 0.068 -0.035
Si 6.018 4.767 29.441 0.121 0.037 -0.073
Si 8.904 12.372 29.082 0.108 0.074 -0.017
Si 4.638 10.295 22.867 0.027 -0.107 0.411
Si 9.051 12.37 23.314 0.057 -0.2 0.154
Si 11.712 13.921 23.565 0.004 0.04 0.232
Si 14.121 2.564 22.928 0.006 0.058 0.117
Si 14.473 9.368 23.424 0.002 -0.132 0.29
Si 0.54 2.73 24.14 -0.01 -0.106 0.287
Si 9.073 5.529 25.915 -0.123 0.079 0.053
Si 14.48 12.525 23.659 -0.026 -0.218 0.275
Si 16.282 4.895 26.157 0.048 0.028 0.039
Si 5.497 7.21 27.886 0.07 -0.017 0.027
Si 5.299 3.076 24.078 -0.199 0.151 0.375
Si 3.505 9.328 28.512 0.025 0.062 -0.027
Si 13.906 0.946 25.649 0.091 -0.128 0.261
Si 5.219 12.444 24.864 -0.018 -0.019 0.121
Si 3.931 0.85 25.606 0.111 0.055 0.279
Si 6.247 4.687 26.512 0.053 0.026 0.12
Si 6.758 16.098 26.168 -0.07 -0.024 0.218
Si 9.521 7.14 23.402 -0.026 0.233 0.361
Si 6.543 13.288 27.34 -0.031 0.116 -0.054
Si 9.149 0.982 27.471 0.075 0.029 0.006
Si 11.431 15.67 26.057 -0.007 -0.069 0.115
Si 0.045 6.982 23.707 0.044 0.061 0.089
Si 3.792 12.327 27.362 -0.01 -0.035 -0.073
Si 11.903 9.896 31.746 -0.036 -0.119 -0.147
Si 13.654 13.143 29.789 0.03 -0.058 -0.04
Si 11.25 4.839 30.741 -0.202 0.139 -0.195
Si 2.166 13.806 29.333 0.032 -0.104 -0.009
Si 1.191 9.454 30.232 -0.086 -0.121 -0.069
Si 1.67 6.653 31.247 -0.009 0.116 -0.255
Si 15.982 14.588 28.573 -0.126 0.023 -0.092
Si 2.797 11.839 31.503 0.088 -0.092 -0.253
Si 11.364 13.916 28.382 0.044 -0.05 -0.03
Si 10.281 0.418 32.605 0.03 0.012 -0.423
Si 5.142 9.991 31.1 0.009 0.024 -0.289
Si 8.344 8.278 27.417 -0.062 0.07 0.001
Si 1.353 0.202 29.691 -0.005 0.082 -0.22
Si 7.827 10.967 31.233 -0.174 -0.11 -0.246
Si 4.638 1.591 33.436 0.156 -0.053 -0.089
Si 14.434 0.95 31.372 0.03 0.009 -0.333
Si 12.358 6.945 32.48 -0.071 0.143 -0.474
Si 15.32 3.571 30.192 0.108 0.055 -0.229
Si 9.834 9.644 29.597 -0.031 -0.168 -0.063
Si 14.965 10.634 31.14 -0.095 -0.112 -0.28
Si 15.247 5.755 32.417 -0.081 0.058 -0.36
Si 5.197 2.046 30.479 0.09 0.171 -0.358
Si 1.493 4.813 28.809 -0.074 -0.088 -0.141
Si 3.125 5.929 33.872 0.134 0.037 -0.053
Si 12.367 15.478 30.64 0.078 0.11 -0.197
Si 1.383 13.598 33.487 0.188 -0.049 -0.298
Si 7.142 3.504 33.831 0.241 0.118 -0.254
Si 8.27 1.237 30.412 -0.005 0.156 -0.187
Si 6.671 9.639 33.479 0.016 -0.151 -0.141
Si 10.911 3.733 27.672 -0.128 -0.021 0.188
Si 3.051 2.245 28.274 0.022 0.058 0.016
Si 10.616 12.127 33.751 -0.016 -0.146 -0.161
Si 8.377 4.261 31.08 0.177 0.02 -0.399
Si 0.508 16.171 32.451 -0.217 0.212 -0.432
Si 13.992 3.389 27.366 0.146 -0.027 0.127
Si 12.312 2.701 32.796 0.078 0.058 -0.292
Si 15.612 11.674 34.017 -0.194 -0.061 -0.486
O 13.509 1.665 32.476 -0.063 -0.119 0.132
O 12.151 3.779 31.588 0.027 -0.305 0.148
O 2.35 4.649 34.599 -0.325 -0.381 0.061
O 3.27 2.088 34.179 -0.381 -0.111 0.112
O 15.702 5.322 33.933 0.38 -0.262 0.367
O 0.805 5.349 27.427 -0.061 0.255 -0.013
O 2.755 7.409 34.45 -0.16 0.176 0.087
O 1.295 9.447 35.109 -0.36 0.344 0.174
O 14.033 11.955 34.329 -0.016 -0.131 0.045
O 1.88 9.166 28.755 -0.03 -0.281 -0.161
O 2.329 14.24 34.641 -0.373 0.265 -0.026
O 1.123 14.675 32.309 -0.051 -0.05 0.143
O 5.17 0.18 34.081 0.049 -0.122 0.134
O 4.419 1.519 31.815 0.073 0.106 0.351
O 8.295 2.447 34.253 0.134 0.052 0.101
O 1.716 1.516 28.831 -0.309 0.169 0.074
O 4.732 5.734 34.171 0.036 -0.068 0.316
O 6.989 4.625 35.005 0.059 -0.226 -0.186
O 9.598 7.074 34.993 -0.011 0.003 -0.067
O 7.653 8.587 34.225 0.107 -0.029 0.049
O 5.616 10.248 34.524 0.247 0.024 0.226
O 4.094 12.279 35.176 0.09 0.27 0.307
O 9.188 13.004 33.987 -0.081 -0.023 0.228
O 7.06 14.76 34.764 -0.158 0.353 0.251
O 10.402 4.616 35.584 0.158 -0.044 0.465
O 10.151 16.175 34.089 0.017 -0.237 0.428
O 14.912 1.615 34.957 0.094 -0.044 0.344
O 0.608 0.254 33.999 -0.175 0.124 0.395
O 12.791 3.281 34.256 0.24 -0.081 0.276
O 9.916 2.43 27.552 -0.055 -0.033 -0.084
O 14.621 7.275 35.275 -0.021 -0.415 -0.063
O 11.788 8.481 32.574 -0.02 -0.108 0.425
O 10.45 10.903 34.8 -0.312 0.101 -0.044
O 12.513 9.272 35.388 -0.05 0.044 0.526
O 13.91 14.415 35.494 0.513 0.518 0.356
O 11.753 6.15 33.787 0.1 -0.177 0.16
O 2.237 4.513 21.448 -0.28 0.223 0.015
O 15.835 7.524 20.183 -0.137 0.212 -0.038
O 0.648 1.099 24.122 -0.025 0.08 -0.18
O 3.3 2.092 21.523 0.091 -0.274 -0.073
O 1.712 9.018 21.496 -0.13 0.13 0.143
O 0.163 11.082 21.076 -0.06 0.21 -0.104
O 5.471 5.637 20.756 -0.008 -0.194 -0.657
O 3.599 7.197 21.661 -0.056 -0.19 -0.144
O 1.984 15.724 22.4 -0.216 -0.244 -0.336
O 0.042 0.204 20.988 0.031 -0.186 -0.006
O 7.729 9.968 20.324 -0.115 0.516 -0.52
O 4.033 11.509 21.918 -0.044 0.231 -0.42
O 7.328 3.78 21.312 0.252 -0.328 0.218
O 6.79 2.649 23.579 0.202 -0.141 -0.394
O 10.677 0.061 21.131 0.227 0.073 -0.357
O 8.644 1.585 21.881 -0.209 0.122 -0.055
O 5.779 9.462 22.028 -0.051 0.303 -0.252
O 6.497 12.573 25.876 -0.012 -0.211 -0.329
O 9.07 6.839 21.873 -0.177 -0.178 0.001
O 8.46 9.536 26.368 -0.072 0.287 -0.042
O 8.223 13.841 20.595 -0.104 -0.086 -0.143
O 6.473 15.227 22.01 0.15 0.023 -0.565
O 9.46 11.913 21.802 0.263 -0.077 -0.266
O 8.549 11.095 24.195 -0.214 0.245 -0.399
O 11.078 5.227 21.246 0.07 0.134 -0.089
O 13.017 3.645 22.316 -0.194 0.215 -0.166
O 13.593 1.781 24.265 -0.261 0.337 -0.237
O 14.327 1.51 21.716 0.16 0.097 -0.177
O 11.679 9.935 22.273 0.348 -0.081 -0.57
O 14.076 9.083 21.837 -0.02 -0.091 -0.466
O 15.769 6.174 22.454 -0.117 -0.279 -0.488
O 15.704 8.424 23.903 0.17 0.253 -0.073
O 12.904 12.858 23.882 -0.143 -0.034 0.189
O 12.021 14.423 22.039 0.323 0.232 -0.075
O 14.963 12.968 22.153 -0.071 0.291 -0.579
O 14.813 10.927 23.766 -0.076 0.062 -0.181
O 14.573 1.973 26.751 0.144 -0.116 -0.238
O 12.524 0.433 26.333 0.082 0.082 0.208
O 5.959 1.453 21.319 -0.084 -0.302 0.222
O 1.979 3.218 23.606 0.048 0.161 0.083
O 16.313 6.081 25.054 0.011 -0.186 -0.17
O 4.444 3.95 22.981 -0.046 -0.174 -0.249
O 3.511 9.227 23.401 -0.027 0.141 -0.292
O 1.642 7.276 23.488 0.058 -0.173 -0.353
O 14.627 11.942 30.222 -0.12 0.199 0.172
O 14.449 14.141 28.775 -0.066 0.142 -0.201
O 0.544 13.582 29.434 -0.125 -0.004 0.286
O 2.858 16.229 24.949 -0.068 -0.081 0.02
O 7.043 15.657 24.613 -0.026 -0.138 -0.252
O 5.285 13.737 23.861 -0.025 0.172 -0.192
O 4.471 1.707 24.343 -0.195 0.038 -0.247
O 5.731 6.238 26.588 -0.087 0.025 -0.095
O 4.152 8.103 27.642 -0.036 0.051 -0.105
O 5.303 6.225 29.206 -0.153 0.135 -0.18
O 9.458 8.41 28.609 0.095 -0.049 0.056
O 7.534 12.44 28.259 -0.067 -0.036 0.014
O 7.712 0.947 26.651 -0.296 -0.037 -0.35
O 7.022 14.838 27.188 -0.089 0.156 -0.1
O 11.561 15.281 24.477 -0.078 0.152 -0.194
O 10.035 16.279 26.648 -0.063 -0.029 -0.156
O 10.367 13.086 23.922 -0.089 -0.116 -0.13
O 9.794 13.621 28.617 -0.036 0.02 0.1
O 14.808 16.017 25.353 -0.138 0.07 -0.191
O 15.613 3.19 23.28 0.057 -0.026 -0.011
O 9.367 5.817 24.339 0.218 -0.183 -0.023
O 10.707 9.78 24.84 0.049 -0.005 -0.04
O 13.159 8.974 24.321 -0.1 -0.046 0.152
O 8.629 8.398 23.97 -0.119 -0.234 0.165
O 9.695 11.004 28.707 0.017 0.106 0.027
O 15.175 13.316 24.9 0.15 0.007 -0.204
O 11.102 7.584 23.397 0.097 0.177 -0.278
O 6.088 4.001 27.99 -0.174 0.093 -0.082
O 0.445 3.462 25.599 -0.134 -0.254 -0.254
O 5.323 3.903 25.463 -0.237 0.007 -0.093
O 7.788 4.542 26.032 -0.084 -0.282 -0.29
O 5.175 0.073 26.312 0.003 0.063 -0.204
O 1.766 8.283 31.213 0.389 -0.031 0.013
O 4.307 9.229 29.943 -0.03 -0.122 0.386
O 3.8 10.755 27.793 -0.002 0.036 -0.19
O 3.036 13.121 30.523 0.123 0.128 0.051
O 0.675 14.924 24.486 0.108 -0.009 -0.068
O 3.831 12.448 25.732 0.118 0.277 0.114
O 5.347 11.001 24.145 0.094 -0.055 0.04
O 7.845 13.436 23.344 0.034 -0.1 0.144
O 5.354 3.698 30.487 0.093 -0.199 0.32
O 7.534 5.101 29.962 -0.126 0.212 0.187
O 2.778 3.856 28.443 0.109 -0.013 0.106
O 5.06 13.143 28.001 -0.121 0.138 0.186
O 6.821 8.18 28.025 0.101 0.286 0.289
O 8.542 12.344 30.697 0.016 -0.071 -0.058
O 8.709 6.924 26.637 0.168 -0.146 -0.144
O 2.454 15.42 29.361 0.141 0.009 0.031
O 6.391 10.821 30.448 0.131 0.181 -0.115
O 11.702 14.249 26.832 0.042 0.128 -0.316
O 13.122 14.068 31.045 0.123 0.042 0.015
O 12.318 12.694 28.937 -0.177 0.107 -0.15
O 11.607 15.289 29.222 0.11 0.107 -0.007
O 12.393 3.381 27.123 0.031 -0.023 -0.077
O 14.727 4.642 26.608 -0.182 -0.054 0.118
O 15.949 9.607 30.288 0.002 -0.016 0.097
O 1.764 10.883 30.712 0.032 0.167 -0.054
O 13.515 10.042 31.542 -0.149 0.051 0.262
O 11.315 9.586 30.243 0.06 -0.168 -0.009
O 16.29 14.533 26.984 0.396 -0.147 -0.083
O 11.344 15.88 31.811 0.174 0.063 0.348
O 14.246 3.601 28.966 0.068 -0.043 0.168
O 15.415 2.03 30.679 -0.019 0.012 0.078
O 2.49 13.105 27.901 -0.128 -0.043 -0.106
O 5.717 2.761 33.719 -0.02 -0.084 0.261
O 4.181 11.076 31.843 -0.057 0.249 -0.044
O 1.973 6.059 29.745 -0.004 0.199 -0.04
O 0.133 6.411 31.69 -0.057 0 0.099
O 2.746 5.977 32.277 -0.018 -0.087 0.081
O 16.335 13.156 34.072 -0.193 0.108 0.329
O 13.438 0.254 30.298 -0.203 0.064 0.288
O 2.144 12.293 32.904 -0.263 0.074 0.022
O 14.857 4.477 31.464 -0.013 -0.113 0.265
O 7.504 4.207 32.429 -0.022 -0.295 0.408
O 3.258 1.837 26.717 -0.17 0.06 -0.132
O 8.892 0.463 31.719 -0.046 -0.193 0.316
O 4.326 1.714 29.144 0.234 -0.167 0.15
O 5.788 8.983 32.234 0.311 -0.117 0.47
O 0.39 3.991 29.672 0.016 -0.002 0.262
O 6.633 1.255 30.421 -0.002 0.075 0.001
O 10.34 4.871 26.666 0.031 0.054 -0.312
O 16.285 16.091 29.151 0.064 -0.007 0.247
O 1.329 0.585 31.289 0.137 0.205 0.232
O 8.758 9.68 30.83 -0.057 -0.02 0.268
O 7.571 10.869 32.838 0.172 0.022 0.225
O 8.751 2.793 30.473 0.028 0.067 0.179
O 8.824 0.564 29.03 -0.093 0.012 0.04
O 15.324 16.189 32.067 -0.062 -0.177 0.272
O 10.888 1.915 32.824 -0.189 0.184 0.076
O 11.081 4.362 29.184 0.309 -0.087 0.049
O 13.996 6.806 32.467 0.105 0.212 0.019
O 9.765 5.013 31.391 -0.168 0.189 0.052
O 11.91 6.308 31.012 -0.003 0.193 0.309
O 11.789 13.201 34.179 -0.03 0.244 0.138
O 11.129 11.241 32.381 -0.245 0.407 0.121
O 15.746 11.017 32.518 -0.041 0.188 0.405
Si 0.001 0.006 5.356 0.009 0.029 -0.142
Si 2.724 2.706 5.424 -0.044 0.004 -0.047
Si 16.387 5.421 5.501 -0.005 -0.007 -0.024
Si 2.763 8.12 5.531 -0.005 0.048 0.003
Si 0.001 10.948 5.503 0.067 -0.013 0.077
Si 2.708 13.709 5.382 0.031 -0.015 -0.137
Si 5.43 16.375 5.461 0.007 -0.066 -0.018
Si 8.205 2.67 5.46 -0.03 -0.008 -0.104
Si 5.457 5.403 5.418 -0.034 -0.039 -0.086
Si 8.147 8.166 5.492 -0.034 -0.001 -0.005
Si 5.46 10.911 5.504 0.001 0.027 -0.038
Si 8.226 13.601 5.532 -0.004 0.006 -0.033
Si 10.948 16.354 5.457 -0.013 0.021 -0.075
Si 13.684 2.656 5.478 0.008 0.027 -0.054
Si 10.892 5.386 5.537 -0.077 -0.056 0.026
Si 13.644 8.158 5.56 -0.003 -0.099 0.045
Si 10.922 10.915 5.511 -0.029 0.029 0.014
Si 13.671 13.694 5.474 -0.011 0.011 0.031
Si 1.352 1.347 6.786 0.033 -0.008 -0.015
Si 4.091 4.061 6.816 0.021 0.021 -0.052
Si 1.362 6.782 6.872 -0.014 0.045 0.001
Si 4.108 9.533 6.868 0.011 -0.025 0.015
Si 1.389 12.33 6.817 -0.025 -0.065 0.001
Si 4.068 15.022 6.819 -0.013 0.045 0.009
Si 6.817 1.329 6.827 0.006 0.053 -0.011
Si 9.535 4.024 6.878 0.058 -0.004 0.039
Si 6.788 6.783 6.84 0.024 0.057 -0.027
Si 9.54 9.536 6.855 0.031 -0.025 -0.057
Si 6.833 12.262 6.876 0.029 -0.024 0.021
Si 9.587 15.006 6.854 0 -0.015 -0.008
Si 12.305 1.314 6.842 0.019 -0.011 0.008
Si 15.033 4.041 6.85 0.053 -0.031 0.006
Si 12.266 6.776 6.883 0.017 0.07 -0.001
Si 15.037 9.564 6.863 -0.063 0.057 0.008
Si 12.309 12.305 6.844 0.003 -0.016 -0.039
Si 15.055 15.066 6.802 -0.046 -0.02 -0.025
Si 0.012 2.697 8.205 -0.039 0.02 0.007
Si 2.716 16.401 8.18 -0.01 -0.031 0.003
Si 0.007 8.188 8.217 0.052 0.009 0.001
Si 2.744 5.426 8.221 -0.024 -0.01 0.006
Si 0.006 13.688 8.178 0.004 -0.012 -0.007
Si 2.741 10.94 8.196 0.027 0.009 -0.01
Si 5.466 2.712 8.196 -0.005 -0.006 0.01
Si 8.204 16.381 8.201 -0.003 -0.015 0.001
Si 5.467 8.168 8.235 -0.019 -0.005 0.009
Si 8.18 5.434 8.211 -0.006 -0.007 -0.009
Si 5.457 13.666 8.194 -0.015 -0.041 -0.002
Si 8.203 10.909 8.237 -0.038 -0.005 0.023
Si 10.94 2.681 8.219 -0.046 0.012 -0.003
Si 13.686 16.385 8.212 0.009 0.024 0.019
Si 10.919 8.179 8.22 -0.015 -0.009 0.003
Si 13.669 5.419 8.216 -0.007 0.016 -0.007
Si 10.953 13.659 8.228 0.01 0.007 0.013
Si 13.668 10.936 8.213 -0.02 -0.05 0.013
Si 1.367 4.072 9.582 0.055 0.005 -0.003
Si 4.092 1.352 9.559 -0.002 0.009 -0.016
Si 1.371 9.576 9.571 -0.02 0.018 0.009
Si 4.099 6.807 9.598 -0.004 0.045 -0.008
Si 1.359 15.047 9.559 0.02 -0.001 -0.011
Si 4.107 12.301 9.569 0.027 -0.017 0
Si 6.826 4.074 9.585 -0.017 0.025 -0.009
Si 9.573 1.331 9.591 0.017 0.016 0.006
Si 6.841 9.543 9.596 0.032 -0.034 0.003
Si 9.561 6.806 9.572 0.002 0.032 -0.003
Si 6.836 15.023 9.57 0.009 0.022 -0.001
Si 9.582 12.288 9.587 -0.003 -0.003 0.003
Si 12.3 4.063 9.581 0.014 -0.009 0.01
Si 15.04 1.354 9.58 0.007 0.006 0.002
Si 12.296 9.561 9.568 0 0.006 0.012
Si 15.032 6.814 9.569 -0.007 0.011 0.006
Si 12.32 15.027 9.59 0.009 -0.031 0.008
Si 15.041 12.319 9.556 -0.005 -0.018 0.005

Results
total energy: -115458.143 eV
total energy less fixed offsets of O -438.35, Si -107.03 eV per atom: 8.197 eV
